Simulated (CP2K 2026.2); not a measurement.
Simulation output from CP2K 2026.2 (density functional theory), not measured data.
Periodic cell of 509 atoms, Si360O149, from a study of silicon, its oxide and their interface. The atomic structure is a simulated model.
Doubt: the forces sum to 3.04 eV/angstrom along one axis rather than to zero, so they err by at least 0.0060 eV/angstrom per atom on average; the grid cutoff is modest.

Settings
functional: PBE
method: Gaussian and plane waves
basis set: DZVP-MOLOPT-SR-GTH
pseudopotentials: GTH-PBE
grid cutoff: 300 Ry, relative cutoff 40 Ry
k points: Gamma only
occupations: fixed
spin: none
net charge: 0

Cell vectors (angstrom)
a	16.32	0	0
b	0	16.32	0
c	-1.758	-3.0914	33.8552

Atoms and the computed forces on them: element, x, y, z (angstrom), force x, y, z (eV/angstrom)
Si	-0.908	-1.826	1.622	-0.011	0.01	0.007
Si	1.755	0.893	1.403	0.015	-0.005	-0.046
Si	-1.841	4.41	1.622	-0.018	-0.032	-0.076
Si	0.995	6.779	1.435	0.034	-0.152	0.707
Si	-1.08	-7.206	1.366	-0.065	0.248	0.72
Si	0.791	-3.543	1.419	0.024	-0.086	0.01
Si	3.477	-0.904	1.551	-0.161	0.378	0.561
Si	6.896	1.248	1.368	-0.326	0.266	0.263
Si	4.137	3.979	1.252	-0.036	0	-0.107
Si	6.801	6.977	1.478	-0.153	-0.028	0.642
Si	4.695	-7.227	0.507	0.059	-0.13	0.012
Si	-8.785	-4.529	1.59	0.227	-0.009	0.485
Si	-6.215	-1.723	1.431	0.047	-0.048	0.02
Si	-4.722	2.022	1.227	-0.021	0.04	0.033
Si	-6.505	3.698	1.454	0.024	0.026	-0.097
Si	-3.537	6.124	1.59	0.122	-0.109	0.689
Si	-7.189	-6.299	1.716	0.028	0.049	-0.036
Si	-4.542	-3.519	1.435	-0.095	0.047	0
Si	0.065	-0.046	2.792	0.07	0.024	0.027
Si	2.765	2.641	2.64	-0.03	0.012	0.01
Si	-0.132	5.344	2.85	0.086	0.08	-0.039
Si	2.637	7.987	2.553	-0.232	-0.135	0.441
Si	-0.039	-5.443	2.607	-0.028	-0.022	-0.017
Si	2.543	-2.654	2.777	0.008	0.01	-0.003
Si	5.393	-0.015	2.669	0.005	-0.037	-0.027
Si	-8.151	2.652	2.788	-0.016	0.013	-0.041
Si	5.415	5.44	2.638	0.025	0.007	-0.009
Si	-8.176	8.259	2.886	-0.029	-0.078	-0.018
Si	5.661	-5.295	2.763	0.276	0.219	0.478
Si	-7.936	-2.687	2.743	0.028	0.025	-0.077
Si	-5.381	0.118	2.612	0.046	0.001	-0.074
Si	-2.952	2.719	2.73	-0.035	-0.008	0.023
Si	-5.42	5.332	2.773	-0.012	0.029	-0.024
Si	-2.683	8.041	2.71	-0.027	0	-0.076
Si	-5.429	-5.264	2.829	-0.002	0.015	0.011
Si	-2.752	-2.702	2.752	-0.02	-0.037	-0.015
Si	-1.417	1.361	3.982	-0.09	-0.019	-0.012
Si	1.374	3.995	4.023	0.06	0.043	-0.003
Si	-1.348	6.81	4.208	-0.007	-0.048	0.014
Si	1.446	9.567	3.93	-0.011	-0.034	-0.022
Si	-1.443	-4.182	4.061	0.024	0.004	-0.022
Si	1.313	-1.358	4.27	-0.029	0.011	-0.023
Si	4.133	1.385	4.096	-0.044	-0.015	-0.005
Si	6.799	4.105	4.032	-0.032	0.006	0.013
Si	4.054	6.781	4.019	0.028	0.024	-0.011
Si	6.744	-6.787	4.237	-0.019	0.053	-0.038
Si	4.084	-4.021	3.992	-0.006	-0.034	-0.031
Si	-9.509	-1.398	3.984	-0.009	-0.01	0.015
Si	-6.804	1.286	4.114	0.021	0.017	0.005
Si	-4.147	4.038	4.249	0.051	-0.007	-0.017
Si	-6.761	6.802	4.056	0.012	-0.004	0.051
Si	-4.057	-6.808	3.998	0.023	0.005	0.025
Si	-6.751	-4.006	4.275	-0.017	-0.05	-0.011
Si	-4.013	-1.216	4.074	-0.034	0.042	-0.069
Si	-2.674	0.044	5.478	0.054	0.006	0.052
Si	-0.026	2.689	5.381	-0.028	0.02	0.012
Si	-2.731	5.432	5.518	0.003	0.018	-0.003
Si	0.085	8.219	5.403	-0.002	0.009	-0.015
Si	-2.739	-5.503	5.46	-0.025	-0.011	0.016
Si	-0.085	-2.787	5.463	-0.008	0.001	-0.02
Si	2.759	0.023	5.484	0.036	0.02	-0.02
Si	5.47	2.753	5.444	0.035	0.001	-0.009
Si	2.705	5.412	5.388	-0.019	0.014	-0.001
Si	5.374	-8.2	5.472	-0.008	-0.018	0.012
Si	2.756	-5.425	5.365	-0.009	-0.002	0.005
Si	5.451	-2.71	5.393	0.032	-0.021	0.039
Si	-8.185	-0.055	5.432	-0.024	-0.02	-0.006
Si	-5.496	2.656	5.532	0.026	0.012	-0.017
Si	-8.156	5.453	5.405	0.015	-0.012	0.028
Si	-5.415	8.173	5.405	-0.023	-0.004	0.009
Si	-8.165	-5.41	5.526	-0.016	0.02	0.016
Si	-5.369	-2.603	5.496	-0.033	0.033	-0.045
Si	-1.373	-1.378	6.828	-0.022	0	-0.004
Si	1.346	1.368	6.79	-0.034	-0.023	-0.001
Si	-1.338	4.06	6.805	0.005	-0.025	0.002
Si	1.382	6.804	6.772	-0.003	-0.02	-0.015
Si	-1.321	9.509	6.798	0.013	0.018	0.008
Si	1.363	-4.109	6.764	0.021	-0.009	-0.009
Si	4.12	-1.355	6.798	-0.011	-0.013	0.008
Si	6.812	1.356	6.788	0.003	0.013	-0.002
Si	4.079	4.092	6.785	-0.018	0.018	-0.005
Si	6.791	6.787	6.791	0.015	-0.004	-0.011
Si	4.046	-6.794	6.795	0.015	0.01	0.016
Si	6.771	-4.055	6.828	-0.004	0.018	0
Si	-6.802	-1.338	6.846	-0.002	0.009	-0.008
Si	-4.069	1.353	6.853	-0.001	-0.014	0.011
Si	-6.841	4.08	6.817	-0.006	-0.003	-0.004
Si	-4.089	6.821	6.82	-0.006	0.008	0.002
Si	-6.782	-6.807	6.803	0.018	-0.014	-0.006
Si	-4.059	-4.066	6.801	0.032	-0.028	0.003
Si	0.011	-0.013	8.156	0.009	-0.014	0.009
Si	2.708	2.735	8.143	-0.014	0.015	-0.006
Si	0.014	5.446	8.143	-0.004	-0.001	0.012
Si	2.713	-8.16	8.166	-0.008	0.005	0.005
Si	0.019	-5.445	8.163	-0.005	0	0.003
Si	2.728	-2.731	8.122	-0.014	0.013	-0.003
Si	5.456	0.006	8.163	0.011	-0.009	0.001
Si	8.147	2.712	8.178	0.013	0.012	0.006
Si	5.436	5.439	8.163	0.022	-0.005	-0.002
Si	8.158	-8.164	8.146	-0.008	-0.016	0.002
Si	5.417	-5.44	8.162	0.012	-0.009	0.016
Si	8.155	-2.714	8.183	-0.003	-0.013	0.009
Si	-5.437	0.005	8.208	-0.005	0.013	0.014
Si	-2.702	2.72	8.185	-0.003	0.009	0.008
Si	-5.456	5.445	8.158	-0.004	-0.008	0.002
Si	-2.698	8.16	8.16	0.012	-0.019	-0.001
Si	-5.43	-5.432	8.152	-0.043	0.023	0
Si	-2.72	-2.729	8.192	0.006	0.024	0.016
Si	-1.327	1.341	14.974	-0.012	0.015	0.014
Si	1.366	4.053	14.904	-0.007	-0.012	-0.002
Si	-1.386	6.807	14.927	0.011	-0.012	-0.006
Si	1.332	-6.785	14.964	-0.008	-0.011	-0.002
Si	-1.367	-4.096	15.011	-0.003	0.003	0.006
Si	1.355	-1.357	15.018	-0.015	0	0.001
Si	4.078	1.355	14.987	-0.011	-0.001	0.004
Si	6.803	4.087	14.952	0.013	0.008	0.003
Si	4.074	-9.511	14.901	-0.007	0.006	-0.009
Si	6.825	-6.802	14.945	-0.004	0.004	-0.006
Si	4.077	-4.031	14.97	0.009	0.009	0.007
Si	6.787	-1.368	14.941	0.012	-0.017	0.001
Si	-6.796	1.353	14.903	-0.002	0.007	-0.008
Si	-4.082	4.083	14.945	0	-0.01	-0.004
Si	-6.788	6.82	14.989	0.002	-0.007	0.009
Si	-4.079	9.537	15.02	-0.016	-0.003	0.016
Si	-6.779	-4.091	14.965	-0.011	0.003	-0.009
Si	-4.071	-1.401	14.953	0	0.006	-0.012
Si	-2.719	-0.035	16.293	-0.001	-0.022	-0.011
Si	0.075	2.692	16.316	0.021	0.015	0.017
Si	-2.738	5.462	16.298	-0.009	0.001	-0.004
Si	-0.051	8.16	16.301	0.01	0	-0.012
Si	-2.73	-5.424	16.42	-0.003	0.005	0.01
Si	-0.007	-2.74	16.38	0.005	-0.002	0.006
Si	2.71	0.017	16.387	0	0.009	-0.005
Si	5.464	2.718	16.322	-0.006	-0.02	0.051
Si	2.703	5.445	16.222	0	0.047	-0.022
Si	5.439	-8.171	16.259	0.009	-0.01	-0.025
Si	2.696	-5.396	16.291	-0.012	0.004	-0.004
Si	5.418	-2.656	16.355	0.001	-0.001	0.013
Si	-8.141	-0.013	16.249	0.037	0	-0.021
Si	-5.437	2.685	16.27	0.008	0.007	-0.014
Si	-8.17	5.455	16.322	-0.017	0.018	0.016
Si	-5.434	8.173	16.388	0.024	0.004	0.018
Si	-8.132	-5.453	16.319	-0.01	-0.032	-0.011
Si	-5.409	-2.76	16.347	0.021	-0.003	-0.002
Si	-1.416	-1.389	17.706	-0.02	-0.007	-0.006
Si	1.401	1.385	17.803	-0.006	-0.005	0.035
Si	-1.32	4.09	17.556	-0.011	0.026	-0.039
Si	1.33	6.771	17.582	0.008	-0.004	-0.002
Si	-1.378	-6.838	17.741	0.001	-0.005	-0.012
Si	1.378	-4.084	17.748	-0.015	0.014	-0.007
Si	4.071	-1.294	17.79	0.006	-0.003	0.006
Si	-9.477	1.3	17.64	-0.038	0.047	0.009
Si	4.071	4.143	17.587	0.024	0.003	0.012
Si	-9.556	6.82	17.677	0.008	0.013	-0.046
Si	4.077	-6.783	17.557	0	0.002	-0.038
Si	-9.503	-4.061	17.608	0.012	0.004	-0.022
Si	-6.755	-1.324	17.611	-0.005	0.004	-0.014
Si	-4.068	1.329	17.629	-0.023	-0.002	-0.003
Si	-6.801	4.038	17.609	0.006	-0.007	-0.015
Si	-4.068	6.791	17.74	0.004	0.038	0.02
Si	-6.801	9.535	17.762	0.037	0.007	0.017
Si	-4.102	-4.082	17.83	-0.004	0.011	-0.007
Si	-0.085	-0.021	19.052	0.023	0.029	0.004
Si	2.846	2.838	19.085	-0.005	-0.061	0.025
Si	-0.011	5.413	18.961	0.026	-0.022	0.017
Si	2.713	8.154	18.846	0.004	-0.006	-0.017
Si	0.035	-5.513	19.076	0.006	-0.011	-0.048
Si	2.726	-2.704	19.144	-0.029	-0.009	0.002
Si	5.46	0.105	19.14	-0.042	0.045	0.007
Si	-8.143	2.686	18.973	-0.014	0.002	-0.024
Si	5.411	5.434	19.017	0.019	-0.013	-0.021
Si	-8.222	8.17	19.06	-0.007	-0.034	-0.017
Si	5.437	-5.436	18.9	0.019	0.012	-0.012
Si	-8.133	-2.671	18.909	0.004	-0.037	0.054
Si	-5.423	0.005	19.032	-0.019	-0.001	-0.016
Si	-2.642	2.715	18.864	0.005	-0.041	0.005
Si	-5.464	5.354	18.992	0.046	0.019	0.007
Si	-2.724	-8.18	19.174	-0.015	0.022	-0.01
Si	-5.455	-5.473	19.223	0.051	0.008	-0.015
Si	-2.755	-2.667	19.194	-0.004	0.008	-0.035
Si	-1.401	1.428	20.386	-0.074	-0.05	-0.018
Si	1.378	4.155	20.377	0.025	0.033	-0.05
Si	-1.261	6.753	20.437	0.02	0.07	0.034
Si	1.453	-6.912	20.368	-0.021	0.047	0.072
Si	-1.37	-4.173	20.381	-0.037	-0.012	-0.012
Si	1.271	-1.342	20.438	-0.306	-0.39	-0.306
Si	4.683	2.017	20.399	0.031	0.016	0.036
Si	-9.81	3.737	20.25	-0.043	0.01	0.021
Si	4.012	6.862	20.284	0.064	0.008	0.048
Si	-9.588	9.594	20.375	0.029	-0.055	0.054
Si	4.148	-4.145	20.381	-0.043	-0.039	0.104
Si	6.817	-1.396	20.332	-0.014	-0.027	0.058
Si	-6.76	1.397	20.386	-0.028	0.016	0.066
Si	-3.979	3.997	20.237	-0.05	0.024	0.017
Si	-7.041	6.544	20.27	-0.098	-0.07	-0.039
Si	-4.182	-6.96	20.637	-0.049	0.01	-0.044
Si	-6.846	-3.948	20.406	0.072	0.018	0.029
Si	-4.108	-1.223	20.595	0.031	-0.014	0.043
Si	-3.21	0.688	21.775	-0.195	0.129	-0.554
Si	0.19	2.589	21.685	0.078	0.005	0.082
Si	-2.575	5.25	21.661	0.028	-0.07	0.061
Si	0.57	7.652	21.692	0.108	-0.223	-0.555
Si	-2.647	-5.537	21.833	-0.181	-0.13	-0.631
Si	0.024	-2.879	21.754	0.084	0.138	-0.654
Si	1.757	0.905	22.456	0.151	0.779	-0.032
Si	3.909	1.945	22.657	-0.292	-0.323	-0.636
Si	2.305	5.94	21.633	0.003	-0.03	0.058
Si	4.959	8.609	21.562	-0.175	0.167	-0.547
Si	3.254	-5.988	21.575	0.198	-0.142	-0.668
Si	5.926	-3.183	21.605	0.054	-0.149	-0.612
Si	-8.017	-0.164	21.633	-0.016	0.141	-0.788
Si	-4.988	2.39	21.623	0.037	-0.038	0.052
Si	-8.429	5.094	21.661	0.043	-0.1	-0.66
Si	-5.604	-8.676	21.708	0.412	-0.145	-0.302
Si	-8.688	-4.864	21.51	-0.017	0.014	0.076
Si	-5.815	-2.333	21.826	0.239	-0.181	-0.834
Si	-2.329	1.536	24.582	0.026	-0.063	-0.095
Si	-8.604	2.459	26.311	0.059	0.041	0.01
Si	-7.847	-6.878	-5.617	0.034	-0.034	-0.011
Si	-1.207	3.913	23.06	0.069	-0.086	-0.664
Si	-1.001	-7.32	23.854	0.051	0.075	-0.013
Si	-10.844	-0.856	26.316	-0.038	-0.016	0.074
Si	0.216	-0.034	25.019	-0.066	-0.035	-0.114
Si	3.277	5	23.563	-0.276	0.384	-0.55
Si	0.675	5.024	25.273	-0.041	-0.016	0.031
Si	-10.404	6.675	23.675	-0.036	-0.011	-0.108
Si	2.128	-4.286	23.747	-0.013	-0.048	-0.1
Si	-6.929	1.45	-5.657	-0.147	0.068	0.102
Si	-6.565	4.588	25.886	0.063	-0.12	-0.042
Si	-5.776	4.063	23.135	0.674	0.062	-0.325
Si	-2.433	-8.159	-2.77	0.109	-0.063	-0.071
Si	-0.088	-4.983	25.626	-0.047	0.053	0
Si	-6.346	-7.344	24.235	-0.037	-0.268	-0.034
Si	2.624	-0.062	27.107	0.066	-0.085	-0.014
Si	4.749	-3.234	24.492	0.082	0.067	-0.118
Si	-3.997	2.221	-1.075	-0.313	0.005	0.602
Si	-2.632	7.626	-5.738	-0.015	-0.014	-0.087
Si	0.013	4.795	-4.531	-0.396	0.314	0.518
Si	5.801	2.795	0.005	-0.264	-0.272	0.64
Si	3.986	-4.915	-4.737	-0.005	-0.168	0.031
Si	4.946	6.403	-2.317	-0.061	0.002	-0.04
Si	3.606	1.182	-4.496	-0.194	0.029	0.065
Si	-8.145	-4.028	26.293	0.05	-0.084	-0.066
Si	-2.682	-3.674	-5.157	0.058	0.103	-0.059
Si	-3.03	7.101	27.551	0.038	0.011	0.028
Si	1.336	-1.007	-5.189	0.069	0.076	-0.07
Si	-1.449	-2.472	24.346	0.088	0.033	0.049
Si	-1.604	-5.745	-1.338	-0.046	-0.086	0.078
Si	-4.448	4.703	-2.857	0.089	-0.193	0.154
Si	-4.089	-3.602	23.982	0.021	0.065	-0.003
Si	-5.117	-4.728	26.727	0.03	0.075	0.11
Si	-3.735	7.577	24.589	-0.174	-0.434	-0.352
Si	-4.362	6.042	22.93	-0.026	-0.046	-0.088
Si	-8.055	-7.049	-2.688	-0.075	-0.105	0.027
Si	-0.053	6.793	27.537	0.05	-0.157	-0.039
Si	0.439	1.56	-0.516	0.089	0.315	0.727
Si	-3.378	-0.474	-2.447	-0.003	-0.032	0.033
Si	-7.915	-0.009	-3.088	0.061	-0.094	0.019
Si	-1.136	-1.22	-0.594	0.062	-0.219	0.63
Si	1.899	6.986	-5.912	-0.069	-0.043	-0.094
Si	-8.198	-5.202	23.73	-0.235	0.173	-0.678
Si	-5.008	-2.975	-3.274	0.101	-0.04	0.094
Si	1.96	3.084	-2.712	-0.053	-0.007	0.06
Si	4.526	-1.641	-1.267	0.057	-0.059	-0.047
Si	0.63	-3.669	-0.961	0.022	0.22	0.708
Si	2.925	5.134	-0.404	0.256	-0.27	0.487
Si	-8.073	7.067	25.723	-0.026	0.008	-0.071
Si	-8.81	6.387	-5.494	-0.002	0.023	0.108
Si	2.548	-2.742	-3.086	-0.103	-0.056	0.064
Si	-1.328	5.392	-2.728	0.275	-0.078	-0.485
Si	-9.759	0.955	24.092	-0.037	-0.043	-0.061
Si	-4.952	3.799	-5.771	-0.002	0.089	0.086
Si	-1.66	-0.923	-4.818	-0.014	-0.156	-0.038
Si	-9.35	-3.292	-1.125	0.043	-0.037	0.057
Si	-7.573	-0.831	-0.264	0.535	-0.196	0.3
Si	-7.981	4.745	-0.12	0.557	-0.439	0.402
Si	-8.079	-2.945	-3.788	0.02	0.05	0.098
Si	-3.814	1.474	27.324	0.029	0.036	-0.024
Si	-10.652	0.919	-2.299	-0.113	0.095	-0.067
Si	-1.14	3.407	-0.389	0.225	0.005	0.672
Si	-6.256	-6.796	-0.322	-0.216	0.042	0.5
Si	5.092	-6.939	-2.516	0.028	-0.025	0.071
Si	4.952	-7.604	27.747	0.049	0.041	0.081
Si	-4.266	-4.462	-0.696	-0.024	0.343	0.475
Si	-10.286	-5.789	25.59	0.113	0.046	0.016
Si	-4.667	7.114	-1.116	0.008	-0.043	0.015
Si	-8.344	6.195	-2.558	-0.056	-0.008	-0.039
Si	4.558	5.677	-5.056	0.064	0.003	0
Si	-1.347	1.342	9.527	-0.004	0.003	-0.009
Si	1.365	4.091	9.517	0.013	0.011	-0.001
Si	-1.356	6.791	9.518	-0.007	-0.002	0.005
Si	1.356	-6.805	9.536	-0.018	-0.022	0.008
Si	-1.339	-4.082	9.526	0.01	0.01	0.006
Si	1.375	-1.376	9.501	0.011	0.011	0.005
Si	4.071	1.363	9.498	0	-0.007	-0.003
Si	6.787	4.074	9.523	-0.021	-0.023	0.004
Si	4.087	6.811	9.524	0.001	0.006	0.005
Si	6.798	-6.8	9.509	0.008	0.009	0.003
Si	4.065	-4.076	9.521	0	-0.011	-0.012
Si	6.803	-1.349	9.538	0.014	0.026	0.003
Si	-6.796	1.374	9.55	0.008	0.019	0.005
Si	-4.08	4.09	9.521	0.003	0.015	-0.002
Si	-6.809	6.803	9.517	-0.012	-0.008	-0.005
Si	-4.063	-6.791	9.507	0.023	0.015	-0.01
Si	-6.8	-4.09	9.523	-0.005	-0.013	0.007
Si	-4.084	-1.375	9.552	-0.033	-0.037	0.005
Si	-2.707	-0.011	10.895	0.005	0.001	-0.003
Si	0.01	2.715	10.876	-0.004	-0.002	-0.002
Si	-2.724	5.446	10.885	0	-0.002	-0.001
Si	-0.011	-8.163	10.886	-0.001	-0.002	0.007
Si	-2.711	-5.438	10.875	-0.001	0.001	-0.002
Si	0.016	-2.72	10.88	0.003	-0.005	-0.003
Si	2.724	-0.007	10.859	-0.006	-0.004	-0.01
Si	5.429	2.712	10.869	0.004	0.022	-0.001
Si	2.722	5.447	10.879	-0.001	0.001	0.01
Si	5.444	-8.148	10.888	0.007	-0.003	0.007
Si	2.713	-5.431	10.891	0.006	0.003	0.005
Si	5.433	-2.717	10.883	0.002	-0.006	-0.003
Si	-8.159	0.004	10.899	0	-0.008	0.008
Si	-5.425	2.73	10.9	-0.008	0.005	0.003
Si	-8.165	5.441	10.87	0.006	0.001	0.001
Si	-5.434	-8.153	10.861	-0.009	-0.006	-0.007
Si	-8.16	-5.448	10.88	-0.004	-0.002	-0.006
Si	-5.444	-2.74	10.898	0	0.008	0.005
Si	-1.345	-1.375	12.251	0.009	-0.004	-0.002
Si	1.368	1.341	12.231	0.012	-0.002	0.003
Si	-1.362	4.071	12.227	-0.008	0.003	0.003
Si	1.354	-9.518	12.239	-0.004	0.008	0.004
Si	-1.37	-6.796	12.244	-0.006	-0.004	-0.006
Si	1.355	-4.072	12.261	-0.012	0.009	0.002
Si	4.071	-1.352	12.239	-0.003	0.008	-0.001
Si	6.788	1.366	12.242	-0.016	0.007	-0.004
Si	4.082	4.073	12.226	0.011	-0.016	-0.003
Si	6.809	-9.518	12.236	0.008	-0.009	0
Si	4.082	-6.778	12.248	-0.008	0.01	0.006
Si	6.799	-4.084	12.235	0.013	-0.012	0.005
Si	-6.805	-1.375	12.245	0.003	-0.002	0
Si	-4.062	1.353	12.253	0.004	-0.004	0.004
Si	-6.799	4.098	12.237	-0.001	0.012	-0.007
Si	-4.088	6.815	12.24	0.002	0.011	0.001
Si	-6.784	-6.801	12.236	-0.004	0	-0.006
Si	-4.067	-4.094	12.249	0.001	-0.011	-0.011
Si	0.016	-0.016	13.61	-0.001	-0.006	-0.004
Si	2.739	2.695	13.579	0.003	0.018	-0.01
Si	-0.013	5.433	13.586	-0.001	-0.002	-0.004
Si	2.702	-8.135	13.588	0.001	-0.006	0.004
Si	-0.021	-5.434	13.61	-0.013	-0.002	0
Si	2.709	-2.694	13.615	0	0	-0.001
Si	5.428	0.004	13.602	0.013	0.01	0
Si	8.158	2.734	13.581	0.005	0.009	-0.004
Si	5.443	5.435	13.577	0	-0.009	-0.003
Si	8.181	-8.162	13.593	0.003	0.001	-0.001
Si	5.443	-5.418	13.62	0.009	0	0.012
Si	8.159	-2.738	13.607	-0.008	0	-0.002
Si	-5.427	-0.028	13.589	-0.013	-0.012	0.002
Si	-2.697	2.714	13.616	0.006	0.005	0.011
Si	-5.446	5.456	13.605	-0.006	0.002	0.002
Si	-2.744	8.185	13.607	0.003	0.011	-0.005
Si	-5.425	-5.451	13.612	0.019	0.001	-0.004
Si	-2.7	-2.744	13.609	-0.001	-0.003	-0.006
O	3.349	-7.88	1.119	-0.111	-0.3	-0.193
O	4.924	-5.959	1.459	-0.294	0.411	-0.048
O	2.127	-0.2	21.295	0.611	-0.073	-0.201
O	-3.404	-4.583	22.905	-0.03	0.024	0.028
O	-1.498	-6.366	22.644	0.263	0.179	-0.122
O	-1.027	-2.197	22.807	-0.159	0.516	-0.103
O	1.071	-3.761	22.645	0.225	-0.428	0.079
O	0.21	8.113	23.241	0.461	0.018	0.305
O	-5.859	3.685	24.738	0.299	-0.406	0.179
O	5.062	1.308	23.614	-0.264	-0.382	0.119
O	-9.454	5.966	22.573	0.088	0.167	-0.045
O	-7.273	-7.872	25.463	-0.233	0.427	0.536
O	-1.755	-6.618	0.013	-0.136	-0.104	-0.161
O	-10.076	-0.897	27.757	-0.016	0.21	0.127
O	-8.866	0.486	22.85	-0.272	-0.017	0.102
O	-7.907	3.9	26.441	-0.212	0.473	0.125
O	4.21	1.674	-5.906	0.15	-0.415	-0.41
O	-6.685	-8.142	22.861	-0.7	-0.213	-0.111
O	-6.703	-5.803	23.966	0.67	0.11	0.253
O	-10.701	-2.819	23.188	0.043	0.217	0.21
O	1.524	-7.819	-5.494	-0.125	0.011	0.585
O	-0.855	1.167	25.145	0.218	0.222	0.025
O	4.705	7.873	-2.934	-0.547	0.05	-0.165
O	-7.756	7.69	-2.573	0.385	-0.134	0.29
O	5.253	2.245	-1.454	-0.422	0.126	-0.313
O	1.652	5.978	0.158	-0.401	-0.139	-0.193
O	5.339	8.058	23.069	-0.163	0.184	0.077
O	-8.426	6.137	0.603	0.208	0.213	-0.107
O	1.942	-3.669	-1.909	0.265	-0.286	0.143
O	4.837	0.592	-3.637	0.063	-0.278	-0.448
O	-7.517	5.163	-1.627	0.323	-0.324	-0.205
O	3.189	-3.105	24.069	-0.104	0.507	0.13
O	-8.403	-2.623	26.972	0.288	-0.004	-0.128
O	-0.707	4.581	-1.456	0.302	0.064	0.073
O	3.386	-1.546	-2.398	-0.113	0.56	-0.195
O	0.962	0.031	23.586	-0.223	-0.542	0.173
O	-5.118	-3.638	-1.803	-0.377	0.055	0.188
O	-4.519	-4.443	25.273	0.182	-0.311	-0.094
O	1.232	1.881	-1.911	0.028	-0.289	-0.15
O	3.344	6.682	-5.302	0.163	0.23	0.371
O	-10.397	8.022	0.551	0.379	-0.036	-0.141
O	-0.178	-5.012	-1.372	0.225	-0.412	-0.362
O	-9.253	-4.427	0.007	-0.067	-0.644	-0.332
O	-7.046	0.688	-4.244	0.509	-0.275	0.21
O	5.45	-0.328	-1.298	-0.008	0.023	0.23
O	-5.613	2.362	-5.527	0.324	-0.356	-0.001
O	-6.71	-4.559	26.768	-0.08	-0.038	0.471
O	-9.322	-5.075	26.699	-0.131	-0.046	0.657
O	-3.889	6.262	0.001	-0.094	-0.431	-0.258
O	0.806	5.959	-5.342	0.035	-0.05	-0.354
O	-8.543	-1.394	-3.657	-0.152	0.124	-0.382
O	-7.052	-0.331	-1.737	0.485	0.215	-0.054
O	-9.972	2.411	27.16	-0.226	-0.339	-0.003
O	-0.168	-0.412	-5.158	-0.139	0.221	-0.279
O	-1.072	-3.947	24.878	-0.313	-0.186	-0.071
O	-7.025	5.96	25.175	0.294	-0.031	-0.049
O	-8.362	6.783	27.292	0.271	-0.038	0.22
O	-6.473	-2.982	-3.938	-0.088	-0.205	-0.547
O	-9.315	-6.232	24.36	-0.39	-0.317	-0.24
O	-5.88	7.939	-0.452	-0.147	-0.401	-0.066
O	-0.007	7.967	0.881	0.035	-0.009	-0.498
O	5.143	-4.517	-5.78	-0.219	0.181	-0.312
O	-2.845	4.866	-2.97	0.062	-0.039	-0.399
O	-3.976	3.014	27.811	0.009	-0.095	0.448
O	-4.756	-7.469	24.472	0.285	0.367	-0.156
O	-5.042	4.573	-4.352	-0.158	0.207	0.218
O	-4.809	-6.25	27.201	-0.018	-0.412	-0.501
O	-3.997	-3.803	-4.226	-0.165	-0.292	-0.06
O	5.423	-2.97	-1.478	-0.198	-0.25	-0.48
O	2.217	4.908	24.798	0.303	-0.164	0.529
O	-7.55	1.402	26.903	0.014	-0.102	-0.327
O	3.122	2.421	-3.594	0.1	0.157	0.178
O	-10.415	6.395	-5.58	-0.074	0.425	0.052
O	-2.762	-4.614	-1.291	0.34	0.543	-0.504
O	-2.223	8.047	24.27	-0.055	-0.479	-0.068
O	-6.923	-1.209	22.253	-0.068	-0.075	0.571
O	-3.782	7.15	26.135	-0.655	-0.409	0.123
O	4.528	-6.704	-1.014	-0.541	0.342	-0.145
O	-8.288	0.414	0.496	0.287	0.161	-0.347
O	1.42	-4.693	25.133	0.357	0.03	0.234
O	1.043	3.777	-3.833	-0.181	0.023	-0.417
O	-2.427	2.601	-1.002	0.25	-0.045	-0.233
O	4.445	-5.96	-3.603	-0.071	0.099	0.222
O	-1.483	7.53	27.455	-0.065	0.75	-0.005
O	-1.998	-5.126	-5.265	0.05	-0.384	0.399
O	-2.738	0.536	23.361	-0.016	-0.484	0.162
O	-0.854	3.957	-5.634	-0.131	-0.557	-0.197
O	4.972	-4.756	24.961	-0.422	-0.134	-0.187
O	-7.476	-6.495	-4.092	0.311	0.241	-0.026
O	2.843	-5.592	23.12	0.233	-0.245	0.52
O	2.425	0.138	-4.848	-0.023	0.159	-0.096
O	4.623	5.336	-3.479	-0.082	-0.816	0.127
O	4.296	4.299	-5.794	-0.198	-0.043	-0.056
O	4.002	6.176	-1.039	0.212	0.276	0.239
O	-0.633	-1.397	25.232	-0.105	-0.135	0.278
O	-3.426	1.434	25.758	-0.301	0.234	-0.047
O	-9.312	3.841	-0.308	-0.129	-0.016	0.132
O	-9.629	-6.746	-2.556	-0.126	0.224	0.28
O	-5.091	6.055	-2.252	-0.395	0.143	-0.298
O	-4.4	-3.725	27.78	-0.223	0.587	-0.176
O	-2.229	-0.122	-3.536	0.113	0.507	-0.068
O	-5.59	4.91	27.117	-0.086	0.218	0.02
O	-1.722	-6.715	-2.634	0.22	0.071	-0.404
O	-1.378	-7.688	-5.887	0.456	-0.195	-0.07
O	-8.557	-3.737	-2.455	-0.1	-0.756	0.013
O	3.683	3.482	23.143	0.199	0.294	-0.094
O	-0.246	-2.347	-1.371	-0.012	0.109	-0.718
O	-9.093	1.017	-2.688	0.094	0.531	-0.091
O	-9.865	-0.171	25.237	0.409	-0.219	0.032
O	-8.228	-3.862	24.674	-0.103	0.581	-0.324
O	-4.128	0.861	-1.946	-0.516	-0.17	-0.309
O	-3.66	-8.128	-1.74	-0.087	0.534	0.191
O	-5.171	0.642	27.589	0.175	-0.335	-0.34
O	-4.885	-5.946	-0.511	0.352	-0.227	0.242
O	2.744	-5.483	-5.577	-0.186	0.28	0.29
O	-9.829	6.257	-1.921	0.007	-0.07	0.576
O	-8.786	-3.635	-5.042	-0.05	0.243	-0.153
O	-8.24	7.883	-5.65	0.251	-0.2	0.025
O	-2.242	3.055	24.014	-0.48	0.348	-0.133
O	-4.468	-1.457	-3.12	-0.183	0.479	0.044
O	-1.691	-2.536	-4.533	0.498	-0.19	0.549
O	3.802	-1.696	0.159	-0.146	-0.408	0.005
O	4.651	5.73	24.058	0.047	-0.175	0.586
O	5.415	7.177	27.775	-0.304	-0.318	-0.437
O	-0.494	0.253	-0.833	-0.252	0.174	-0.557
O	0.463	6.437	26.037	0.108	0.191	-0.106
O	-3.062	-2.414	24.42	-0.402	0.498	0.493
O	5.233	-6.996	26.277	-0.113	-0.378	-0.493
O	-2.656	-1.21	-1.187	-0.299	-0.321	0.181
O	-8.982	2.207	24.764	0.089	0.233	-0.544
O	0.271	3.843	26.318	-0.221	-0.332	-0.008
O	-1.373	6.989	-2.4	0.447	0.192	0.239
O	-9.495	6.978	24.969	-0.192	0.082	0.298
O	1.405	-2.129	-4.032	-0.561	-0.314	0.026
O	-8.363	5.698	-4.096	0.111	-0.448	-0.08
O	-7.248	-6.333	-1.508	-0.352	0.765	-0.09
O	1.385	0.074	26.099	-0.117	0.086	0.053
O	-0.309	4.919	23.993	-0.15	0.269	-0.151
O	4.076	-0.053	26.405	-0.092	0.305	0.125
O	2.451	4.152	-1.606	-0.205	-0.259	0.133
O	3.563	-3.565	-3.999	0.34	0.366	-0.086
O	-4.762	3.417	-1.896	-0.631	0.14	0.061
O	-7.31	4.342	22.597	-0.267	-0.075	-0.05
O	-8.709	-1.949	-0.519	-0.139	0.014	0.196
O	-0.522	-6.47	25.147	0.148	-0.26	0.296
O	5.122	-2.329	25.763	-0.255	-0.466	0.375
O	-3.094	7.825	-4.209	-0.6	-0.051	-0.045
O	-5.37	-2.943	23.267	-0.345	0.051	0.245
O	-0.154	-4.789	27.223	0.123	-0.156	0.077

Results
total energy: -103846.804 eV
total energy less fixed offsets of O -438.25, Si -107.07 eV per atom: -2.354 eV
